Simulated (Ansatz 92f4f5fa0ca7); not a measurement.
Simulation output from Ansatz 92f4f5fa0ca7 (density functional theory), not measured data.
Periodic cell of 240 atoms, Si128O80H32, with a vacuum gap, from a study of silicon, its oxide and their interface. The atomic structure is a simulated model.

Settings
functional: r2SCAN
potential files: Ansatz PAW
basis: plane waves
wave-function cutoff: 800 eV
density cutoff ratio: 5
exchange-correlation grid ratio: 1
k mesh: 1 x 1 x 1, shifted by 0.5 0.5 0 of a step
self-consistency stop: 1e-11 eV per atom in the density residual
occupations: fixed
spin: none
net charge: 0
applied field: sawtooth along c, amplitude -0.015 V/angstrom in the program's sign convention, ramp centred at 0.9885 of c and 0.0230 of c wide, no dipole correction

Cell vectors (angstrom)
a	10.88	0	0
b	0	10.88	0
c	0	0	43.3903

Atoms and the computed forces on them: element, x, y, z (angstrom), force x, y, z (eV/angstrom)
Si	-3.1809	8.3368	29.824	-0.0075	0.0087	0.0052
Si	-0.3346	11.1069	29.7765	-0.0093	0.0092	0.0166
Si	-4.1426	4.0069	29.8728	0.0118	-0.0078	-0.0163
Si	-12.3323	6.6789	29.8053	0.0088	-0.0116	-0.0102
Si	-9.5011	9.3841	29.6455	0.0084	-0.0057	0.0203
Si	-6.8914	12.1879	29.8125	0.01	-0.007	-0.0106
Si	-8.6198	3	29.9173	-0.01	0.0126	0.0019
Si	-5.8792	5.6332	29.9895	-0.0122	0.0149	-0.0116
Si	-4.93	7.4517	31.1118	0.0192	0.0024	-0.0117
Si	-2.1815	10.1719	30.945	-0.0029	-0.0247	-0.0117
Si	-5.0473	2.1635	31.0268	-0.0197	0.0043	-0.0122
Si	-2.3114	4.8647	31.0526	-0.006	0.0193	-0.0103
Si	-10.4758	7.6298	30.9465	-0.0245	0.0037	-0.0099
Si	-7.774	10.3211	30.9754	0.0055	0.0242	-0.0095
Si	0.5372	12.846	31.1198	0.0289	-0.0029	-0.0131
Si	-7.6622	4.7277	31.1688	0.0003	-0.0199	-0.0106
Si	-6.3669	8.9027	32.2822	-0.0177	-0.0091	0.0132
Si	-3.6001	11.5953	32.2385	0.008	0.0233	0.0131
Si	-6.3224	3.4193	32.5712	0.0159	0.0106	-0.005
Si	-3.6229	6.1333	32.5481	-0.0036	-0.0193	0.0016
Si	-0.8965	8.8911	32.4577	0.0291	0.0158	-0.0023
Si	1.8446	11.5532	32.5426	-0.015	-0.0154	-0.0012
Si	-0.9044	14.2987	32.3026	-0.0201	-0.0113	0.0159
Si	-9.0974	6.2073	32.2921	0.018	0.0059	0.0152
Si	-7.709	7.5313	33.6895	-0.0042	0.004	0.0317
Si	-4.9616	10.2396	33.6354	-0.0002	-0.01	0.0256
Si	-7.684	12.9261	33.852	0.0139	0.0179	0.0126
Si	-4.9689	4.7833	33.892	-0.0055	-0.0096	0.0077
Si	-2.2505	7.5246	33.8	-0.0041	-0.0035	0.0117
Si	0.4586	10.2116	33.8469	0.0007	0.0019	0.0078
Si	-2.2624	12.9414	33.6845	0.0021	-0.0086	0.0334
Si	0.4553	4.8009	33.6579	0.002	-0.0092	0.0296
Si	-6.3737	6.186	35.1352	0.0135	-0.009	0.1599
Si	-3.6466	8.8951	35.0759	0.007	-0.0094	0.2131
Si	-6.2741	11.5564	35.0859	-0.0285	0.0247	0.2129
Si	-3.5789	14.2706	35.1443	-0.0079	0.018	0.1501
Si	-0.8813	6.1295	35.0687	0.0011	-0.005	0.2082
Si	1.8444	8.8431	35.139	-0.0092	0.0108	0.1447
Si	-0.916	11.616	35.1264	0.0067	-0.0084	0.1601
Si	-9.0765	3.4659	35.0821	0.0102	-0.0114	0.2063
Si	-4.9845	7.5466	36.4736	-0.1261	-0.0341	0.2025
Si	-2.2881	10.225	36.4532	0.0516	0.1877	0.2809
Si	-4.9633	12.9095	36.4707	0.1945	0.0434	0.3904
Si	-2.2203	4.8007	36.4546	-0.071	-0.2221	0.3333
Si	0.4586	7.4585	36.4467	0.2192	0.1227	0.3944
Si	-7.6392	10.2308	36.444	-0.1378	-0.1923	0.3627
Si	-10.4118	2.1193	36.465	-0.1739	-0.0895	0.2315
Si	-7.7233	4.7845	36.4742	0.0034	0.2103	0.2628
Si	-2.7096	4.1184	6.9696	-0.1128	-0.0333	-0.3073
Si	-0.0196	6.7739	6.9521	0.028	0.1085	-0.4351
Si	-2.7287	9.4885	6.9238	0.1298	0.0136	-0.2194
Si	0.009	1.3695	6.9181	-0.0201	-0.0853	-0.2065
Si	2.6943	4.0413	6.8909	0.1294	0.0668	-0.3134
Si	-5.3667	6.8501	6.8853	-0.0543	-0.1927	-0.3119
Si	2.7431	-1.2983	6.9557	-0.1608	-0.0377	-0.3579
Si	5.3931	1.3279	6.9445	0.0724	0.1271	-0.4485
Si	-4.1216	2.7198	8.2041	0.0156	-0.0056	-0.1463
Si	-1.3632	5.463	8.3813	-0.0115	0.004	-0.185
Si	-4.0461	8.1632	8.3778	0.0274	-0.0023	-0.2075
Si	-1.3541	-0.0259	8.2339	-0.0011	-0.0045	-0.1576
Si	1.3523	2.7079	8.3345	-0.0144	-0.0065	-0.2072
Si	4.1256	5.4378	8.1091	0.0031	-0.0001	-0.1649
Si	1.3504	8.1875	8.1966	-0.0008	0.0191	-0.144
Si	4.0835	0.0136	8.4001	-0.0078	0.0041	-0.1792
Si	-2.7645	1.3504	9.4928	-0.0029	-0.0042	0.004
Si	0.0045	4.0853	9.7073	0.0089	0.0009	-0.0301
Si	-2.6782	6.8233	9.8176	-0.005	-0.0027	-0.0405
Si	0.0062	-1.3946	9.6059	0.0083	-0.0004	-0.0097
Si	2.7002	1.3764	9.7702	-0.001	-0.0008	-0.0356
Si	-5.4691	4.0995	9.5226	-0.0111	0.0161	-0.0046
Si	2.8104	6.8442	9.3858	-0.0033	-0.0206	0.0046
Si	-5.4108	9.5293	9.7566	-0.005	0.0007	-0.0461
Si	-1.4539	2.6496	10.9184	-0.0288	-0.0263	-0.0016
Si	1.5109	5.567	10.7886	0.024	0.0347	-0.0006
Si	-1.2676	8.2228	11.1849	0.0244	0.0233	-0.011
Si	1.3502	-0.1086	11.0428	-0.0201	-0.0203	-0.013
Si	-6.8201	2.8662	11.0247	0.0322	0.031	-0.0134
Si	-4.1226	5.3534	10.9942	-0.0295	-0.0321	-0.0109
Si	4.0591	8.0639	10.9476	-0.0414	-0.0331	-0.0061
Si	-4.0471	0.1026	11.0344	0.0367	0.0396	0.0025
Si	-3.287	3.4957	12.175	0.003	0.0013	-0.0066
Si	0.6246	7.1745	12.2378	-0.0004	-0.0129	-0.0098
Si	-2.226	-0.7605	12.2915	-0.002	0.0027	-0.017
Si	-0.5013	0.8701	12.0915	0.0072	0.0139	0.0079
Si	-1.6176	11.4184	21.2824	0.001	0.0022	-0.0517
Si	-5.8507	6.3189	12.2248	0.0079	0.0041	0.0004
Si	2.3884	-1.8535	12.3027	0.0155	0.0077	0.0021
Si	-5.0764	1.8955	12.21	0.0025	-0.0126	0.0071
Si	-7.6843	4.7397	12.2135	-0.002	0.0029	-0.0083
Si	-8.8727	8.4623	27.5026	0.0046	-0.0102	-0.0372
Si	3.5232	2.0845	16.9705	-0.0076	-0.0107	-0.0546
Si	-9.9487	9.148	24.7069	0.0059	0.0055	-0.0494
Si	-1.7762	9.968	25.7587	-0.0093	-0.0029	-0.0461
Si	3.6677	-1.3394	14.2755	-0.009	-0.0021	-0.0309
Si	-0.1541	1.904	14.1077	-0.0061	-0.0041	-0.0346
Si	1.5472	0.0943	16.0565	0.0028	0.0033	-0.0438
Si	-0.5894	12.162	27.7211	-0.0101	0.0153	-0.0358
Si	-5.2885	7.1196	14.3628	-0.0109	0.0055	-0.0381
Si	-5.6394	11.4914	24.1644	-0.0066	-0.0063	-0.0465
Si	-7.2207	4.1811	21.1812	0.0032	0.0043	-0.0614
Si	-3.9392	8.6647	27.6314	0.0008	0.0032	-0.0298
Si	-1.8219	-1.9325	19.5725	-0.0013	-0.0082	-0.0668
Si	-9.3191	3.3774	27.726	0.0107	0.0142	-0.0269
Si	-2.3811	7.2719	22.1784	-0.0049	0.0044	-0.0511
Si	-5.5362	1.3237	14.4714	0.0043	-0.0007	-0.0458
Si	-5.1943	6.3192	17.163	-0.0017	-0.007	-0.0331
Si	-2.5563	4.6705	17.625	-0.0057	0.0012	-0.0542
Si	-4.4139	3.3234	24.7258	0.0042	-0.0001	-0.0451
Si	-9.7791	11.7238	22.8321	-0.0065	0.0075	-0.0455
Si	-3.1611	2.7527	20.0454	0.0067	0.0064	-0.0532
Si	-5.5458	0.8523	19.1432	-0.0073	0.0046	-0.06
Si	-7.0951	4.3661	25.7263	-0.0019	-0.0063	-0.0478
Si	-5.4396	11.3764	27.2016	0.003	0.0014	-0.0402
Si	-6.309	6.8588	27.1844	-0.0009	-0.0075	-0.0354
Si	3.0515	4.8285	18.1399	-0.0051	0.0061	-0.049
Si	-3.3803	9.996	23.3005	-0.0024	-0.0038	-0.05
Si	-4.3573	-1.6129	17.7577	-0.0055	0.0011	-0.0528
Si	-3.2134	2.7566	27.2551	-0.0068	0.0006	-0.0439
Si	-7.1868	12.0099	21.6352	0.006	-0.0019	-0.0518
Si	-9.1248	3.9045	23.3999	0.0016	-0.0034	-0.0472
Si	-4.4308	4.8749	22.0512	0.0036	-0.007	-0.0549
Si	-0.3734	-2.2579	16.839	-0.0028	0.0038	-0.0499
Si	-2.8732	2.7616	15.0878	-0.0012	-0.0052	-0.0494
Si	-0.0277	6.057	27.1574	-0.0091	-0.0077	-0.0389
Si	-2.9284	-1.8456	15.1085	0.0035	0.007	-0.0494
Si	-0.0034	6.415	24.1315	-0.0064	-0.0127	-0.0449
Si	0.4091	5.7843	17.0393	0	0.0004	-0.0458
Si	0.9777	4.8088	14.1809	0.0107	0.0119	-0.0583
O	-1.4855	1.933	15.0413	-0.0028	0.0009	0.0195
O	-5.9799	-0.2472	14.2506	-0.0055	-0.0137	0.0188
O	2.6199	-0.9231	15.4233	-0.0082	0.0104	0.0294
O	-8.7749	11.686	21.5424	-0.0144	-0.0012	0.027
O	-4.965	9.915	27.6673	-0.0011	-0.007	0.0141
O	-6.3685	5.8651	28.4453	0.0087	0.0001	0.033
O	-5.6723	3.6195	25.6961	-0.0054	0.0028	0.0134
O	-1.2805	-0.4985	20.0908	0.0009	0.0126	0.0263
O	-4.6431	12.7659	24.0139	0.0074	0.0046	0.0153
O	-0.5659	6.2988	25.6555	-0.0027	-0.0044	0.0326
O	-5.154	7.8998	17.4828	0.001	0.0046	0.0216
O	-2.8397	3.7472	16.3442	0.0061	0.0191	0.0377
O	-3.3108	-1.8172	18.9668	0.0186	-0.0001	0.0308
O	-0.4103	11.5192	22.3293	0.0126	-0.0048	0.0208
O	0.3481	6.1852	13.5557	-0.0092	-0.0165	0.0274
O	-2.6847	10.6299	24.6166	0.0072	-0.0024	0.0301
O	-4.1091	12.2895	27.2564	0.0039	0.0008	0.0177
O	-2.5728	-0.8302	13.9078	-0.0012	-0.0143	0.0323
O	-8.6378	4.3754	21.9308	-0.0135	0.0002	0.0329
O	-6.5738	11.8956	28.2185	-0.0078	-0.0027	0.0251
O	0.9973	1.1349	14.9483	0.0117	-0.012	0.0267
O	-10.064	12.8668	27.2766	-0.0035	-0.0056	0.0125
O	-7.2846	8.1211	27.4655	-0.004	0.0024	0.0156
O	-3.1359	3.3008	25.7271	0.006	-0.0017	0.0329
O	-3.0395	8.4468	23.0708	-0.0046	0.0055	0.0174
O	-1.1125	5.4338	17.5353	-0.0034	-0.0014	0.0097
O	-6.6564	1.9176	15.5083	-0.0079	0.002	0.0387
O	1.5795	5.5132	18.1288	0.0108	-0.0035	0.0223
O	-3.8382	7.8734	14.4328	0.0066	0.0088	0.0187
O	-3.6898	-1.1383	16.3528	-0.0093	0	0.0317
O	-6.0016	5.1348	21.6937	0.0095	0.0006	0.0215
O	-10.2562	4.9522	23.8428	0.0001	0.0102	0.0167
O	-1.8961	2.0137	20.7166	0.0103	-0.0131	0.0195
O	0.2527	3.4375	13.6999	0.0087	0.011	0.0069
O	-0.8707	-2.3921	18.3658	-0.0109	0.0076	0.0346
O	-6.0706	11.3335	25.7108	-0.0001	-0.0006	0.0377
O	-4.7946	7.4202	26.9946	0.0022	0.0004	0.0134
O	-1.031	11.1237	26.5729	0.0117	0.0145	0.0345
O	-1.8022	7.8806	20.7899	-0.0001	-0.0105	0.0393
O	-3.5297	6.1927	21.8158	-0.0002	-0.0014	0.0156
O	-9.7827	7.6489	24.0408	0.006	0.0033	0.0174
O	-1.5555	-2.4195	15.7411	0.0082	-0.0037	0.0196
O	-2.6587	8.9911	26.6873	-0.0091	-0.0093	0.0293
O	-6.5815	5.7845	17.7704	-0.0087	-0.001	0.0144
O	-4.0977	1.6884	15.1771	0.0084	0.0006	0.0199
O	-10.3875	4.5548	27.4103	0.0042	-0.002	0.0078
O	-9.6264	2.3473	23.4796	0.0002	0.0058	0.0097
O	-9.6617	7.044	27.4487	0.0015	0.0097	0.0205
O	-4.1512	1.5901	19.4998	0.007	0.0095	0.0176
O	-9.1785	9.285	26.1303	0.0107	-0.0069	0.0425
O	-1.7366	2.4319	27.8161	0.0093	0.002	0.0115
O	-3.8728	3.8367	28.252	-0.004	0.0008	0.0311
O	-0.6572	9.1224	24.9901	-0.0014	0.0057	0.0148
O	-6.3416	0.3685	20.4842	-0.0116	0.007	0.0326
O	-2.9853	3.7255	13.784	0.0041	0.0046	0.0391
O	-1.1864	6.6264	23.0508	0.0177	-0.0083	0.0266
O	-2.9489	10.8649	22.0177	-0.0113	-0.0046	0.0279
O	-6.8443	5.9606	25.9413	0.0015	0.014	0.0155
O	-6.9018	11.6689	23.192	0.0095	0.0002	0.0291
O	0.3708	-0.8296	16.6653	-0.0086	-0.0066	0.019
O	-2.5532	3.7052	18.9067	-0.0063	-0.0133	0.0336
O	-1.2184	6.3506	28.2038	-0.0083	-0.0015	0.0254
O	3.3581	4.3561	19.6317	0.0039	-0.0077	0.0498
O	0.5698	7.3378	16.6083	-0.0006	0.0048	0.0124
O	-4.2533	4.4597	23.6057	0	-0.0175	0.0413
O	-6.7577	2.6658	21.4464	-0.0055	-0.001	0.0159
O	-5.2468	6.024	15.5632	-0.0037	-0.0033	0.0423
O	2.9899	3.5951	17.0982	-0.0038	0.0108	0.0188
O	-3.8187	5.689	17.7638	0.0054	0.0047	0.0162
O	2.544	4.662	13.7452	-0.0051	-0.0113	0.024
O	2.3125	1.0113	17.1469	0.0111	0.0046	0.0228
O	-6.366	1.8929	18.2281	0.0112	-0.0051	0.0338
O	-7.9805	3.6739	26.8753	-0.0111	-0.0053	0.0283
O	-9.5136	10.4406	23.8184	0.0036	-0.0193	0.0281
O	-5.3601	-0.4585	18.2308	-0.0002	0.0053	0.0187
O	-7.8184	4.0961	24.3235	0.0139	0.0014	0.0284
O	0.7564	4.8665	15.764	-0.0023	0.0038	0.0274
O	-3.9198	3.6667	21.1226	-0.0056	0.0122	0.0271
O	-4.9511	10.1457	23.5916	-0.0021	0.0012	0.0224
O	-6.5028	8.1512	14.7151	0.0002	-0.0029	0.0113
H	-5.8005	8.3741	37.406	0.4172	-0.3703	-0.2198
H	-4.1661	6.7214	37.406	-0.2103	0.2391	-0.3078
H	-3.1132	11.0436	37.3857	0.3711	-0.3841	-0.2241
H	-1.475	9.3946	37.3857	-0.2387	0.2194	-0.301
H	-4.1476	12.0816	37.4031	-0.3851	0.3761	-0.2003
H	-5.7893	13.727	37.4031	0.2132	-0.2431	-0.3019
H	-3.051	5.6135	37.3871	0.2403	-0.2248	-0.3033
H	-1.3873	3.9902	37.3871	-0.3348	0.4065	-0.2161
H	1.2729	6.6294	37.3791	-0.3889	0.3442	-0.2293
H	-0.366	8.2775	37.3791	0.2222	-0.2517	-0.2825
H	-8.4417	11.0715	37.3764	0.2306	-0.1939	-0.2955
H	-6.8207	9.4057	37.3764	-0.4139	0.3915	-0.2141
H	-9.5703	1.3177	37.3974	-0.2196	0.2002	-0.2989
H	-11.2246	2.95	37.3974	0.3537	-0.3824	-0.2286
H	-6.9043	3.96	37.4066	-0.2223	0.2233	-0.3194
H	-8.5596	5.5916	37.4066	0.3668	-0.37	-0.2083
H	-1.8935	3.2909	6.0372	-0.183	0.3651	0.2884
H	-3.528	4.9435	6.0372	0.4094	-0.2851	0.2669
H	0.8054	5.9553	6.0196	-0.3717	0.209	0.2977
H	-0.8353	7.6017	6.0196	0.2279	-0.399	0.2485
H	-1.9026	8.671	5.9913	-0.3922	0.237	0.2456
H	-3.5477	10.313	5.9913	0.199	-0.323	0.2963
H	-0.8094	2.1947	5.9857	0.2891	-0.2554	0.2838
H	0.8397	0.5567	5.9857	-0.2956	0.3717	0.2497
H	3.5189	3.2223	5.9584	-0.4346	0.2106	0.2336
H	1.8812	4.8717	5.9584	0.1936	-0.386	0.2556
H	-4.5642	6.0094	5.9529	-0.1716	0.5321	0.198
H	-6.2082	7.6517	5.9529	0.3804	-0.0914	0.2823
H	1.9102	-0.4879	6.0232	0.5021	-0.186	0.2369
H	3.556	-2.129	6.0232	-0.1772	0.3141	0.301
H	6.2294	0.5209	6.0121	-0.3687	0.1655	0.2821
H	4.5787	2.1571	6.0121	0.2015	-0.4535	0.259

Results
free energy: -128008.047 eV
free energy less fixed offsets of H -15.71, O -570.45, Si -639.56 eV per atom: -5.647 eV

The program warned: the cutoff lies below the one the program advises for these potential files; the forces do not sum to zero within the program's tolerance; empty levels may hold ghost states of the PAW files; the exchange-correlation potential is rough where the density is thin.
